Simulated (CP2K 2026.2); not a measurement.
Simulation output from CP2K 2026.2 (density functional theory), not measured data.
Periodic cell of 521 atoms, Si368O153, from a study of silicon, its oxide and their interface. The atomic structure is a simulated model.
Doubt: the forces sum to 2.29 eV/angstrom along one axis rather than to zero, so they err by at least 0.0044 eV/angstrom per atom on average; the grid cutoff is modest.

Settings
functional: PBE
method: Gaussian and plane waves
basis set: DZVP-MOLOPT-SR-GTH
pseudopotentials: GTH-PBE
grid cutoff: 350 Ry, relative cutoff 50 Ry
k points: Gamma only
occupations: fixed
spin: none
net charge: 0

Cell vectors (angstrom)
a	15.3871	0	0
b	0	15.3871	0
c	-4.1053	-1.5039	40.3423

Atoms and the computed forces on them: element, x, y, z (angstrom), force x, y, z (eV/angstrom)
Si	8.478	13.788	31.539	-0.077	-0.062	0.058
Si	9.309	2.975	32.902	0.024	0.351	0.625
Si	9.39	5.48	32.725	0.016	-0.003	0.05
Si	2.965	12.982	31.194	-0.042	-0.027	0.175
Si	-1.359	1.673	30.345	0.077	0.037	0.213
Si	-2.193	3.099	32.975	0.021	0.31	0.736
Si	11.238	6.052	34.17	0.023	0.058	-0.016
Si	11.739	10.428	32.024	0.23	-0.481	0.575
Si	4.597	10.34	31.439	-0.006	-0.072	0.163
Si	1.652	3.168	33	-0.019	0.169	0.787
Si	3.629	6.093	34.269	-0.011	0.034	-0.074
Si	2.255	5.819	30.281	0.008	-0.022	0.087
Si	-1.175	-1.08	31.264	-0.003	-0.034	0.209
Si	5.459	3.06	33.048	0.087	0.263	0.701
Si	5.537	5.482	33.007	0.011	0.01	0.02
Si	7.645	10.833	31.129	0.489	-0.267	-0.329
Si	11.883	13.914	34.379	0.014	-0.04	-0.029
Si	11.256	2.486	34.183	-0.02	-0.047	-0.089
Si	-2.155	5.545	33.019	0.039	-0.007	0.048
Si	10.786	10.071	34.236	-0.065	-0.054	-0.015
Si	-1.048	13.878	34.296	-0.16	0.046	0.668
Si	-0.271	4.24	35.747	0.045	0.016	0.002
Si	-0.286	6.104	34.354	-0.014	0.035	-0.101
Si	0.195	9.927	34.261	-0.127	0.126	0.763
Si	3.953	13.814	34.079	-0.228	0.095	0.772
Si	3.542	2.468	34.24	-0.08	-0.034	-0.13
Si	1.634	5.579	33.154	0.048	-0.286	0.65
Si	3.333	10.039	34.266	0.128	-0.083	0.708
Si	7.102	13.881	34.33	0.061	0.042	0.759
Si	7.418	2.477	34.234	-0.01	0.008	-0.122
Si	7.525	6.093	34.098	0.04	0.045	-0.088
Si	7.569	8.133	35.349	-0.01	0.052	-0.027
Si	11.306	0.504	35.501	-0.027	0.032	-0.008
Si	11.248	4.277	35.698	0.02	0.024	-0.044
Si	11.277	8.081	35.435	0.039	0.037	0.008
Si	11.314	11.96	35.579	-0.034	-0.029	0.086
Si	-0.333	0.449	35.455	-0.05	-0.017	0.006
Si	-0.273	2.469	34.204	0.028	-0.034	-0.128
Si	-0.171	8.065	35.631	0.014	0.046	0.007
Si	-0.29	11.939	35.464	0.006	-0.009	-0.009
Si	3.564	0.409	35.389	0.03	-0.046	-0.027
Si	3.581	4.27	35.736	0.004	0.02	-0.007
Si	3.639	8.074	35.527	0.011	0.062	-0.027
Si	3.606	11.98	35.545	0.007	0.002	-0.004
Si	7.397	0.493	35.527	0.004	-0.033	0.006
Si	7.465	4.321	35.668	-0.053	0.032	-0.02
Si	8.328	10.144	34.239	0.195	-0.167	0.682
Si	7.516	11.942	35.594	-0.025	-0.014	0.01
Si	9.357	0.443	36.855	-0.004	-0.034	-0.009
Si	9.35	4.275	37.037	-0.001	-0.013	0.022
Si	9.396	8.075	36.867	0.016	0.035	-0.012
Si	9.409	12.042	36.966	0.024	0.014	-0.017
Si	-2.189	0.507	36.918	0.002	-0.034	0.018
Si	-2.209	4.263	37.034	-0.005	-0.02	0.016
Si	-2.184	8.12	36.854	0.022	0.002	0.017
Si	-2.151	11.874	36.924	-0.003	0.014	-0.014
Si	1.639	0.39	36.789	0.016	-0.003	-0.012
Si	1.662	4.26	37.053	-0.003	-0.016	0.055
Si	1.75	8.051	36.963	0.006	0	0.044
Si	1.646	12.013	36.858	-0.003	-0.002	0.02
Si	5.458	0.461	36.862	-0.022	-0.022	0.016
Si	5.537	4.287	37.005	-0.006	-0.008	0.022
Si	5.625	8.135	36.79	-0.006	0.004	0.004
Si	5.543	11.903	36.899	0	0.009	0.036
Si	9.377	13.952	38.291	0.026	0.007	0.045
Si	9.359	2.313	38.302	-0.004	0.011	0.011
Si	9.376	6.224	38.324	-0.012	-0.001	0.045
Si	9.389	10.035	38.225	-0.002	-0.003	-0.027
Si	-2.17	13.888	38.205	-0.018	-0.002	-0.004
Si	-2.188	2.343	38.365	0.005	0.007	0.031
Si	-2.18	6.233	38.291	0.015	0.019	0.01
Si	-2.167	9.991	38.293	-0.018	-0.019	0.033
Si	1.659	13.909	38.236	0.001	-0.018	0.011
Si	1.668	2.271	38.27	0.004	0	0
Si	1.696	6.189	38.375	0.017	0.001	0.014
Si	1.687	10.052	38.223	-0.012	0.001	-0.018
Si	5.524	13.889	38.207	0.03	-0.018	-0.02
Si	5.507	2.331	38.303	-0.006	-0.01	0.003
Si	5.56	6.255	38.264	-0.013	0.02	0.009
Si	5.541	9.998	38.251	0.017	0.019	0.01
Si	11.317	13.909	39.618	-0.009	-0.018	0.008
Si	11.267	2.333	39.684	0.013	0.004	0.011
Si	11.301	6.218	39.669	-0.003	-0.002	0.001
Si	11.286	10.025	39.629	0.014	0.03	0.019
Si	-0.261	13.9	39.603	0.001	-0.01	0
Si	-0.236	2.324	39.665	0.002	0.008	0.008
Si	-0.258	6.215	39.67	0.001	-0.012	0.011
Si	-0.224	10.019	39.62	-0.006	0.01	0
Si	3.602	13.892	39.588	-0.004	-0.012	-0.005
Si	3.584	2.323	39.648	-0.009	0.02	0.012
Si	3.646	6.215	39.664	-0.001	-0.022	0.019
Si	3.605	10.033	39.605	-0.009	-0.008	0.003
Si	7.43	-1.474	39.612	0.002	-0.017	0.015
Si	7.435	2.32	39.654	0.004	0.003	0.009
Si	7.45	6.221	39.661	0.009	-0.013	0.007
Si	7.468	10.033	39.606	0	0.024	0.007
Si	-0.024	1.917	11.594	0.001	0.006	0.002
Si	-0.02	5.769	11.579	-0.008	-0.009	-0.013
Si	-0.046	9.625	11.587	-0.007	-0.007	-0.006
Si	-0.009	13.471	11.63	0.006	0.011	0.002
Si	3.904	1.928	11.51	0.005	0.013	-0.007
Si	3.869	5.777	11.487	-0.003	0.011	-0.028
Si	3.882	9.622	11.519	0.006	-0.018	-0.017
Si	3.861	13.469	11.53	-0.001	-0.004	-0.015
Si	7.706	1.946	11.512	0.004	0	-0.011
Si	7.73	5.782	11.518	-0.014	-0.005	-0.028
Si	7.704	9.621	11.514	0.003	0.011	-0.023
Si	7.734	13.473	11.536	0.007	-0.003	-0.005
Si	11.606	1.93	11.574	0	-0.003	0.004
Si	11.562	5.775	11.553	-0.005	-0.014	-0.007
Si	11.608	9.624	11.573	-0.003	-0.005	0.014
Si	11.577	13.461	11.605	-0.015	0.009	0.003
Si	13.471	1.927	13.055	0.021	-0.008	0.009
Si	13.439	5.704	12.972	-0.012	0.01	-0.017
Si	13.463	9.614	13.058	0.002	0.012	0.043
Si	13.458	13.487	13.043	0.013	-0.007	-0.005
Si	1.971	1.901	12.824	0.003	-0.007	-0.005
Si	1.958	5.824	12.848	0.008	-0.029	0.015
Si	1.933	9.628	12.831	0.013	0.007	-0.023
Si	1.962	13.433	12.931	0.005	0.01	0.017
Si	5.811	1.956	12.911	-0.018	-0.003	-0.002
Si	5.792	5.742	12.834	-0.015	-0.007	-0.02
Si	5.8	9.598	12.891	-0.007	0.004	0.031
Si	5.798	13.523	12.857	-0.015	0.015	-0.005
Si	9.638	1.951	12.833	-0.013	-0.002	-0.04
Si	9.638	5.83	12.901	0.011	-0.002	-0.007
Si	9.642	9.644	12.839	0.015	0.01	-0.058
Si	9.636	13.431	12.939	-0.008	0	-0.023
Si	13.455	0.015	14.469	0.001	-0.02	0.005
Si	13.444	3.841	14.469	0.006	-0.003	0.022
Si	13.432	7.591	14.35	-0.003	0.017	-0.006
Si	13.444	11.582	14.448	-0.008	-0.038	-0.012
Si	2.02	0.009	14.223	0.002	0.003	-0.053
Si	1.983	3.854	14.096	-0.019	0.009	-0.02
Si	1.94	7.759	14.215	0.003	-0.001	0.032
Si	1.939	11.464	14.266	-0.009	0.01	-0.015
Si	5.825	0.038	14.265	-0.012	-0.011	-0.024
Si	9.657	3.867	14.18	-0.009	0.006	0.032
Si	5.766	7.617	14.206	0.01	0.016	0.021
Si	5.805	11.59	14.155	0.01	-0.018	0.01
Si	9.627	0.039	14.178	0.005	0.011	-0.02
Si	7.781	3.894	15.58	-0.035	-0.031	0.028
Si	9.609	7.793	14.239	-0.015	-0.012	0.06
Si	9.637	11.467	14.296	-0.027	0.031	0.039
Si	0.152	-0.012	15.646	-0.009	-0.022	0.049
Si	0.18	3.872	15.574	-0.041	-0.055	0.037
Si	0.048	7.592	15.614	-0.079	0.023	0.02
Si	0.069	11.481	15.73	-0.004	0.017	0.021
Si	3.936	0.046	15.636	-0.022	-0.014	0.028
Si	3.834	3.902	15.533	-0.015	-0.024	0.027
Si	3.858	7.708	15.591	-0.007	-0.016	0.016
Si	3.755	13.411	16.828	0.165	0.082	-0.772
Si	8.197	13.457	16.831	0.278	-0.003	-0.601
Si	5.814	3.884	14.277	-0.005	-0.007	-0.016
Si	7.668	7.712	15.579	-0.008	-0.003	-0.016
Si	7.659	11.529	15.586	0.038	0.04	-0.006
Si	11.383	0.052	15.733	0.06	-0.018	0.084
Si	10.704	5.792	16.901	-0.188	-0.035	-0.616
Si	11.461	7.68	15.698	0.057	0.018	-0.017
Si	11.46	11.542	15.825	0.044	0.054	0.042
Si	0.576	1.956	16.856	-0.126	0.008	-0.777
Si	0.822	5.727	16.885	0.073	0.017	-0.028
Si	-0.35	9.473	16.945	0.185	0.053	-0.749
Si	0.628	13.445	16.919	-0.21	-0.081	-0.872
Si	5.999	1.69	18.973	0.051	0.073	-0.146
Si	3.272	5.783	16.826	-0.315	0.146	-0.555
Si	4.538	9.615	16.818	0.227	-0.082	-0.545
Si	3.927	11.486	15.529	0.01	0.048	-0.014
Si	8.236	1.987	16.872	0.266	-0.078	-0.592
Si	8.274	5.817	16.853	0.012	0.027	-0.015
Si	6.978	9.618	16.801	-0.047	0.014	0.033
Si	7.757	0.039	15.598	0.013	0.016	0.06
Si	-1.002	2.725	19.449	0.158	0.108	-0.08
Si	11.394	3.814	15.784	0.03	-0.047	0.065
Si	7.416	9.358	19.079	-0.245	0.06	-0.764
Si	11.63	12.912	19.692	-0.041	0.022	-0.15
Si	11.209	13.736	22.586	0.001	-0.048	0.004
Si	10.672	1.904	17.091	-0.011	0.043	-0.056
Si	10.302	10.08	19.82	0.085	-0.191	-0.214
Si	10.646	13.53	16.908	-0.143	-0.197	-0.714
Si	-0.881	0.526	21.384	0.008	0.06	-0.146
Si	0.226	5.566	19.153	0.127	0.05	-0.626
Si	0.217	8.499	19.736	0.01	-0.05	-0.067
Si	-0.848	13.234	19.706	0.034	-0.037	0.064
Si	3.667	2.026	16.919	0.186	-0.093	-0.772
Si	4.73	6.06	19.693	-0.055	0.038	-0.158
Si	4.592	9.25	19.839	0.001	0.004	-0.198
Si	5.943	13.915	21.987	0.033	0.114	-0.096
Si	11.22	2.26	19.388	-0.229	-0.193	-0.734
Si	7.709	6.18	19.119	0.135	-0.243	-0.733
Si	11.837	9.548	17.11	-0.284	0.065	-0.744
Si	6.017	13.884	18.932	0.107	-0.028	-0.195
Si	12.408	9.704	25.047	-0.093	-0.153	0.038
Si	-2.409	6.703	31.002	0.161	-0.331	0.552
Si	9.866	6.697	30.668	-0.231	-0.412	0.556
Si	2.459	4.953	21.3	0.015	0.101	-0.081
Si	-1.298	7.24	24.091	0.08	-0.004	-0.046
Si	0.184	11.908	30.103	0.047	0.028	0.167
Si	-1.772	12.017	23.744	-0.005	-0.082	-0.029
Si	5.763	1.645	22.017	-0.011	0.013	-0.082
Si	1.001	13.092	24.687	0.022	-0.023	0.084
Si	11.619	6.278	22.592	0.056	0.007	-0.132
Si	2.301	9.292	21.675	-0.054	0.011	-0.097
Si	-0.302	5.146	26.145	-0.012	0.133	-0.039
Si	8.457	13.116	23.609	0.017	0.061	-0.063
Si	1.781	7.097	23.55	0.185	-0.17	0.644
Si	10.049	9.208	27.011	0.139	0.026	0.084
Si	1.229	3.147	29.883	0.073	0.088	0.298
Si	3.467	1.914	28.079	0.11	0.121	0.111
Si	5.433	10.608	25.134	-0.002	0.162	0.094
Si	8.302	10.232	24.573	0.191	-0.027	-0.045
Si	7.797	-0.153	25.668	-0.041	0.168	-0.067
Si	3.454	9.194	26.916	-0.163	-0.015	0.077
Si	10.187	6.134	27.711	0.09	-0.077	0.235
Si	-1.159	2.533	25.33	-0.053	0.107	0.043
Si	6.815	2.721	24.685	-0.075	-0.032	-0.003
Si	-0.242	10.818	21.434	0.034	-0.099	-0.085
Si	5.843	2.827	30.014	-0.078	0.067	0.282
Si	1.638	11.839	27.418	0.125	-0.111	0.084
Si	-2.484	5.031	28.344	-0.091	0.058	0.055
Si	10.495	5.25	19.867	-0.02	0.09	-0.179
Si	10.39	9.01	22.767	0.051	-0.013	-0.093
Si	3.525	14.17	28.471	-0.027	0.09	0.173
Si	-1.494	9.59	31.556	-0.535	0.109	0.102
Si	3.917	12.834	23.952	0.004	0.02	0.072
Si	0.704	0.519	23.909	0.016	0.023	-0.054
Si	2.949	2.53	22.963	0.023	0.106	-0.071
Si	9.277	3.72	26.058	0.026	0.025	-0.021
Si	5.457	13.259	26.478	-0.118	-0.03	-0.059
Si	8.459	1.219	30.372	-0.096	0.077	0.293
Si	9.349	9.643	30.031	-0.704	0.273	0.203
Si	11.516	13.559	32.106	-0.049	0.195	0.749
Si	4.005	8.027	29.592	0	-0.106	0.095
Si	-2.836	2.019	27.901	-0.017	0.199	0.084
Si	2.433	6.454	25.733	0.062	0.084	-0.81
Si	11.558	3.502	24.028	-0.007	-0.048	-0.015
Si	11.51	1.146	22.088	-0.05	0.053	-0.111
Si	9.67	1.244	27.627	-0.06	0.115	0.064
Si	5.195	5.58	30.704	0.175	0.051	0.665
Si	4.02	3.792	25.582	-0.049	0.093	0.1
Si	0.014	13.474	0.624	-0.006	-0.003	0.006
Si	0.019	1.915	0.683	0.01	-0.008	0.011
Si	0.007	5.782	0.671	-0.001	-0.004	-0.005
Si	0.011	9.635	0.683	-0.002	0.008	0.009
Si	3.862	13.468	0.619	-0.017	-0.002	-0.004
Si	3.855	1.909	0.671	-0.015	-0.003	0
Si	3.864	5.773	0.663	0.007	0.002	-0.009
Si	3.87	9.633	0.683	-0.004	0.008	0.006
Si	7.713	13.471	0.617	0.008	-0.003	-0.008
Si	7.707	1.907	0.657	0.019	-0.007	-0.007
Si	7.716	5.77	0.656	0.01	0.007	-0.004
Si	7.708	9.64	0.67	-0.01	0.011	0
Si	11.556	13.474	0.615	0.013	0.005	-0.003
Si	11.542	1.916	0.677	0.004	-0.009	0.002
Si	11.551	5.774	0.651	-0.002	-0.005	-0.011
Si	11.561	9.643	0.67	0.002	0.002	0.004
Si	1.939	13.469	1.992	-0.001	0	-0.003
Si	1.939	1.923	2.037	-0.003	0.003	0.003
Si	1.938	5.77	2.024	0.002	-0.006	0.002
Si	1.94	9.636	2.031	0.002	0.006	0.001
Si	5.787	13.47	1.99	-0.002	-0.006	-0.005
Si	5.785	1.913	2.023	-0.004	0.007	-0.007
Si	5.79	5.783	2.022	-0.001	0.012	0.001
Si	5.791	9.628	2.039	0.001	-0.008	0.007
Si	9.635	13.472	1.988	0.005	0.004	-0.002
Si	9.622	1.92	2.029	0.006	-0.004	0.005
Si	9.635	5.768	2.021	-0.004	-0.012	-0.001
Si	9.635	9.641	2.022	0.002	0.001	-0.005
Si	13.477	13.476	1.991	0.001	0.001	0
Si	13.474	1.915	2.027	-0.002	-0.008	0.004
Si	13.47	5.78	2.023	0	-0.001	0.002
Si	13.477	9.632	2.037	0.002	-0.003	0.006
Si	1.938	-0.008	3.378	-0.003	0.013	-0.001
Si	1.938	3.85	3.389	-0.001	-0.009	0.001
Si	1.939	7.702	3.379	0.004	0.003	-0.006
Si	1.939	11.561	3.379	-0.007	-0.007	0.003
Si	5.786	-0.009	3.381	0.006	-0.003	0.002
Si	5.786	3.849	3.377	0.009	0.003	0.001
Si	5.788	7.701	3.394	0.003	0.005	0.007
Si	5.787	11.561	3.381	-0.002	-0.014	0.006
Si	9.634	-0.007	3.375	0.007	0.01	0.005
Si	9.633	3.847	3.384	0.007	-0.007	-0.001
Si	9.635	7.704	3.371	-0.004	0	-0.003
Si	9.636	11.563	3.374	0	-0.004	-0.001
Si	13.476	-0.007	3.38	0	0.001	0.002
Si	13.478	3.849	3.377	0.005	-0.001	-0.007
Si	13.475	7.702	3.387	-0.007	0.005	-0.005
Si	13.48	11.564	3.377	-0.004	-0.005	-0.003
Si	0.014	-0.002	4.74	0	-0.008	-0.001
Si	0.012	3.85	4.744	-0.003	0.002	-0.002
Si	0.016	7.701	4.743	0.004	-0.008	-0.005
Si	0.016	11.557	4.74	0.006	0.008	-0.002
Si	3.859	-0.002	4.743	-0.012	-0.008	-0.002
Si	3.862	3.851	4.746	-0.009	0.006	0
Si	3.856	7.702	4.748	-0.008	-0.005	-0.001
Si	3.859	11.555	4.744	-0.009	0.009	0
Si	7.714	-0.003	4.739	0.009	-0.008	-0.001
Si	7.711	3.85	4.742	0.006	0.005	0.003
Si	7.72	7.703	4.742	0.007	-0.003	0.003
Si	7.717	11.557	4.738	0.011	0.008	-0.002
Si	11.555	-0.001	4.741	-0.001	-0.007	0.002
Si	11.558	3.848	4.742	0	-0.004	-0.002
Si	11.553	7.704	4.744	0.002	-0.004	0
Si	11.558	11.557	4.739	-0.002	0.007	-0.001
Si	0.018	13.471	6.111	-0.006	0.003	0.002
Si	0.01	1.922	6.102	0	-0.004	-0.002
Si	0.016	5.776	6.102	-0.003	-0.001	-0.003
Si	0.015	9.63	6.099	-0.009	0.005	-0.003
Si	3.852	13.471	6.115	0.008	-0.001	0.007
Si	3.858	1.923	6.106	0.008	-0.006	0.005
Si	3.852	5.777	6.107	0.007	0.004	0.003
Si	3.851	9.629	6.108	0.009	0	0.004
Si	7.724	13.47	6.11	-0.005	-0.002	0.004
Si	7.717	1.923	6.099	0.001	-0.011	0.003
Si	7.722	5.777	6.1	-0.001	0.001	0.004
Si	7.723	9.631	6.098	-0.007	0.002	0.001
Si	11.557	13.471	6.109	0.002	0.002	0.002
Si	11.564	1.924	6.102	0.004	-0.004	-0.001
Si	11.559	5.775	6.098	-0.002	-0.004	-0.004
Si	11.559	9.632	6.1	0.001	0.006	-0.001
Si	1.929	13.469	7.489	-0.007	0.004	0.001
Si	1.927	1.921	7.468	-0.016	0.005	-0.007
Si	1.927	5.776	7.479	-0.009	-0.009	0.002
Si	1.925	9.629	7.479	-0.007	-0.002	0.003
Si	5.791	13.472	7.45	0.005	-0.004	0
Si	5.791	1.923	7.456	0.003	0.004	0.002
Si	5.789	5.78	7.442	0.004	0.004	0.003
Si	5.791	9.631	7.445	0.011	-0.004	0
Si	9.645	13.469	7.483	0.006	0.003	0.003
Si	9.644	1.922	7.462	0.002	0.007	-0.003
Si	9.646	5.776	7.469	0.01	-0.007	0.005
Si	9.645	9.632	7.471	0.004	-0.001	0.002
Si	13.481	13.472	7.466	-0.002	-0.005	-0.003
Si	13.481	1.922	7.475	-0.006	0	-0.007
Si	13.481	5.774	7.459	0.001	0.005	-0.003
Si	13.482	9.632	7.463	0.002	-0.007	-0.007
Si	1.919	0.009	8.85	0.006	0.005	0.002
Si	1.919	3.842	8.832	0.005	-0.005	0.002
Si	1.914	7.703	8.844	0.004	-0.011	0.013
Si	1.918	11.547	8.858	0.001	0.009	0.013
Si	5.798	-0.003	8.815	-0.005	-0.02	-0.005
Si	5.793	3.859	8.798	0	0.009	-0.006
Si	5.795	7.704	8.794	-0.007	0.01	-0.009
Si	5.791	11.552	8.805	-0.003	0	-0.008
Si	9.659	0.011	8.841	-0.003	0	0
Si	9.652	3.844	8.821	0.001	-0.013	-0.005
Si	9.656	7.705	8.829	-0.003	-0.01	-0.002
Si	9.653	11.546	8.849	-0.004	0.009	0.005
Si	13.481	-0.005	8.839	0.004	-0.009	0.007
Si	13.484	3.855	8.826	0.001	0	0.004
Si	13.479	7.701	8.811	0.001	0.009	-0.003
Si	13.484	11.556	8.829	-0.003	0.011	-0.005
Si	-0.008	-0.006	10.23	0.006	0.007	0.005
Si	-0.001	3.842	10.215	0.013	-0.005	0.004
Si	-0.024	7.699	10.214	0.007	0.002	0.005
Si	-0.016	11.557	10.233	0.009	-0.004	0.009
Si	3.871	0	10.167	-0.005	-0.001	0.002
Si	3.867	3.847	10.15	-0.014	-0.005	-0.004
Si	3.875	7.707	10.15	0.01	-0.003	-0.002
Si	3.875	11.548	10.171	0.008	0.004	0.002
Si	7.723	0.008	10.176	0.01	0.002	-0.009
Si	7.717	3.862	10.157	0.011	-0.002	-0.014
Si	7.715	7.701	10.158	0.015	0	-0.007
Si	7.705	11.553	10.174	0.009	-0.011	-0.006
Si	11.579	-0.004	10.225	-0.019	0	-0.008
Si	11.572	3.847	10.197	-0.031	0.005	-0.009
Si	11.586	7.704	10.199	-0.016	-0.003	-0.007
Si	11.587	11.551	10.215	-0.013	-0.009	-0.003
O	8.181	13.853	33.119	0.297	-0.01	0.028
O	2.612	8.384	22.979	0.594	0.103	0.216
O	-1.519	8.078	30.916	0.225	0.073	0.013
O	11.415	7.169	30.898	-0.053	0.252	0.153
O	-0.606	13.827	32.707	0.648	-0.206	-0.38
O	-0.77	9.575	33.009	-0.318	-0.283	0.042
O	4.421	10.137	33.04	0.335	-0.014	-0.114
O	3.112	13.641	32.676	-0.55	0.33	-0.052
O	5.566	13.82	33.718	-0.033	-0.188	-0.478
O	7.952	10.429	32.675	0.004	-0.238	0.033
O	-0.464	2.07	18.088	-0.39	-0.391	-0.175
O	3.998	5.273	20.9	0.457	-0.103	0.561
O	-0.414	7.009	19.604	-0.567	-0.008	0.022
O	13.454	9.533	17.412	-0.079	-0.126	0.015
O	0.521	9.189	18.3	0.585	0.099	0.193
O	13.146	12.492	19.359	0.109	-0.368	-0.386
O	-0.136	13.548	18.324	-0.284	0.167	0.15
O	2.112	1.961	17.465	-0.029	0.067	0.53
O	4.703	2.254	18.169	0.071	0.162	0.18
O	3.989	5.735	18.297	0.047	-0.238	0.2
O	5.829	11.69	26.293	0.348	-0.288	0.523
O	3.673	9.861	21.025	0.146	0.523	0.159
O	4.786	13.265	18.084	0.029	-0.404	0.144
O	0.2	7.564	23.56	-0.151	0.47	-0.306
O	7.399	2.146	18.293	0.031	0.163	0.494
O	10.476	3.644	19.779	-0.458	-0.224	-0.045
O	5.893	13.412	20.458	-0.249	-0.357	0.042
O	12.805	2.516	19.478	0.044	0.117	0.326
O	2.317	12.667	23.836	-0.061	-0.183	-0.368
O	11.031	9.398	18.534	-0.249	-0.351	0.207
O	11.046	13.792	18.482	-0.229	0.341	0.338
O	4.008	11.77	31.018	0.409	-0.021	-0.421
O	9.763	5.862	29.267	-0.26	-0.711	-0.226
O	9.198	2.075	31.529	0.086	-0.132	-0.404
O	7.93	-0.23	30.882	-0.444	0.058	-0.196
O	-2.314	1.159	29.16	-0.07	-0.745	-0.025
O	-0.573	0.388	30.943	0.36	0.045	-0.199
O	3.648	5.044	30.62	-0.13	-0.629	-0.101
O	9.805	12.967	22.737	-0.012	-0.294	-0.202
O	-0.311	2.726	29.718	-0.078	0.37	-0.214
O	5.335	2.47	31.513	-0.152	-0.268	-0.129
O	-0.028	3.667	25.552	0.4	-0.2	-0.181
O	10.523	7.411	22.96	-0.528	-0.102	0.139
O	-1.1	-0.718	20.385	-0.243	0.121	-0.053
O	-1.732	2.045	26.744	0.308	-0.188	0.055
O	2.207	13.412	17.356	-0.04	-0.064	0.388
O	5.898	0.093	18.871	-0.133	-0.069	-0.045
O	6.279	5.579	19.611	0.108	-0.312	0.033
O	-0.006	12.191	20.604	0.421	0.215	-0.004
O	-2.306	3.175	24.406	0.148	0.319	-0.411
O	6.273	0.11	22.079	0.557	0.03	0.34
O	4.197	1.689	22.393	-0.127	-0.383	-0.127
O	2.32	3.408	21.758	-0.363	-0.494	-0.123
O	11.415	5.806	21.064	0.525	-0.005	0.036
O	7.662	7.782	19.335	0.241	-0.005	0.178
O	11.122	5.857	18.496	0.361	0.38	0.186
O	4.513	13.648	22.694	-0.257	0.31	-0.235
O	10.879	1.199	20.582	-0.124	-0.449	0.152
O	1.943	5.866	22.518	-0.09	-0.245	0.172
O	2.429	13.175	27.841	-0.149	0.105	-0.278
O	-0.326	1.867	20.648	0.676	0.23	0.467
O	0.176	0.001	22.475	0.35	-0.279	-0.209
O	11.786	5.917	27.585	0.307	0.118	-0.574
O	1.114	5.827	26.436	-0.021	0.095	0.476
O	4.494	9.463	25.735	-0.098	-0.281	-0.511
O	6.084	4.444	29.936	0.697	0.13	-0.57
O	3.424	0.301	27.914	-0.274	-0.004	-0.441
O	8.946	9.543	23.254	-0.547	0.074	-0.206
O	6.119	10.33	30.903	-0.065	-0.375	-0.268
O	12.396	13.032	23.425	0.052	0.296	0.443
O	-0.511	1.279	24.609	-0.433	-0.104	0.143
O	11.469	9.733	23.727	-0.054	0.244	-0.319
O	-0.777	13.213	30.15	-0.074	0.187	-0.331
O	4.78	2.34	28.917	-0.069	-0.036	-0.263
O	-0.595	10.606	30.661	0.164	-0.066	-0.187
O	5.239	7.018	29.937	0.597	0.076	-0.436
O	2.643	7.143	29.439	-0.362	0.088	-0.59
O	2.128	2.311	28.867	-0.271	-0.184	-0.238
O	9.733	9.873	28.46	0.182	0.504	-0.037
O	8.455	11.842	24.594	-0.076	0.053	0.558
O	1.537	6.27	31.655	-0.165	0.364	-0.06
O	-2.273	6.864	22.847	0.32	-0.115	-0.315
O	11.102	2.514	22.84	-0.456	0.017	-0.052
O	-1.921	8.487	24.914	0.019	-0.036	0.183
O	3.332	14.114	30.084	0.314	0.287	0.15
O	8.487	-0.864	24.395	0.153	0.312	-0.308
O	2.545	10.51	27.187	-0.133	0.138	-0.066
O	4.309	13.58	25.356	-0.169	0.489	0.226
O	7.227	2.056	29.763	0.149	-0.046	-0.695
O	9.514	0.958	29.197	0.413	-0.203	-0.101
O	8.962	9.678	25.929	-0.223	0.032	0.119
O	-2.124	5.687	29.775	0.355	-0.275	-0.06
O	10.658	10.096	30.866	0.122	0.152	-0.248
O	9.362	5.18	26.718	-0.56	0.07	-0.08
O	10.758	11.603	19.911	-0.162	0.088	0.27
O	6.106	9.829	19.929	-0.033	0.665	0.368
O	12.039	12.031	31.96	0.488	0.077	-0.314
O	3.645	5.349	25.949	0.402	0.145	0.349
O	7.444	13.428	18.306	0.312	-0.265	0.655
O	2.647	7.863	26.508	-0.266	0.096	0.101
O	7.118	13.078	22.711	-0.212	-0.299	-0.268
O	1.936	1.494	23.632	0.304	0.129	0.04
O	3.468	2.724	26.675	-0.371	-0.164	-0.209
O	1.621	8.349	20.53	0.216	-0.318	-0.24
O	1.762	10.027	33.737	0.125	0.009	-0.481
O	12.291	3.532	28.451	-0.24	0.019	0.312
O	1.329	4.734	29.537	-0.237	0.114	-0.553
O	11.525	9.56	26.408	0.191	-0.032	0.148
O	0.914	12.218	26.036	-0.19	-0.354	0.041
O	8.995	2.664	27.246	-0.185	0.112	0.192
O	9.886	7.629	27.236	-0.351	-0.179	-0.301
O	-2.788	-0.908	31.317	-0.086	0.405	-0.234
O	6.734	9.879	24.549	-0.149	-0.743	-0.39
O	1.498	12.328	30.969	-0.101	-0.005	0.245
O	10.65	9.325	21.201	0.424	-0.383	-0.059
O	8.707	10.143	19.62	-0.168	0.319	0.079
O	1.57	5.257	19.997	0.123	-0.301	-0.063
O	10.671	3.316	25.355	0.189	-0.065	0.465
O	7.047	1.23	25.289	-0.135	-0.177	0.195
O	10.084	13.73	31.375	0.034	-0.105	-0.572
O	1.139	-0.694	24.878	0.319	0.385	0.436
O	8.953	0.098	26.759	0.287	-0.374	0.017
O	13.111	0.962	22.05	0.185	0.205	0.146
O	5.987	2.187	20.507	0.023	0.533	0.12
O	3.987	9.64	18.378	-0.408	0.259	0.264
O	-1.122	5.02	27.512	0.381	0.053	0.169
O	-0.409	12.844	23.956	0.123	0.509	-0.242
O	-0.723	9.541	20.545	-0.61	0.009	0
O	9.029	8.078	30.414	-0.319	0.178	0.214
O	6.558	2.562	23.09	0.072	0.278	-0.085
O	8.12	3.636	24.939	0.113	0.322	-0.235
O	-1.19	5.986	25.094	-0.334	-0.184	0.119
O	0.571	11.533	28.584	-0.142	-0.478	-0.269
O	3.804	9.099	30.779	-0.563	0.06	-0.057
O	3.371	3.558	24.127	-0.309	0.144	-0.191
O	-2.227	2.429	31.478	-0.424	-0.132	-0.335
O	-2.175	11.113	25.029	-0.044	0.3	0.633
O	11.623	13.769	21.035	0.17	0.178	-0.177
O	10.966	-0.099	22.969	-0.174	0.181	0.368
O	4.618	11.375	23.969	-0.024	-0.304	-0.582
O	7.78	12.456	30.929	0.028	0.002	-0.409
O	1.217	10.441	22.055	0.159	0.449	0.341
O	6.729	14.197	26.259	0.113	-0.017	0.122
O	-1.438	11.031	22.497	-0.324	-0.141	0.129
O	8.939	5.668	20.048	-0.174	-0.111	0.566
O	11.384	5.025	23.564	-0.404	0.071	0.081
O	1.701	2.809	31.396	0.072	-0.263	-0.254
O	11.245	1.296	27.316	0.031	-0.479	-0.449
O	5.605	3.497	25.434	0.309	0.197	0.444
O	4.943	13.561	27.979	0.275	0.066	0.459
O	4.297	8.842	28.248	0.641	0.48	-0.131
O	4.655	7.643	19.98	-0.211	-0.106	0.45
O	-0.764	4.324	19.505	-0.645	0.049	0.124

Results
total energy: -106454.325 eV
total energy less fixed offsets of O -438.35, Si -107.03 eV per atom: 0.265 eV
